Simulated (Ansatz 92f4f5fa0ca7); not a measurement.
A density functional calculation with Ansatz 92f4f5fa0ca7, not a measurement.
Periodic cell of 221 atoms, Si132O87H1N1, from a study of silicon, its oxide and their interface. The atomic structure is a simulated model.
Doubt: the cutoff is low for norm-conserving oxygen, so forces and energies are approximate.
Doubt: the program's own warning below bears on the result.

Settings
functional: HSE06
potential files: SPMS norm-conserving
basis: plane waves
wave-function cutoff: 800 eV
density cutoff ratio: 4
exchange-correlation grid ratio: 1
k mesh: 1 x 1 x 1, Gamma-centred
occupations: fixed
spin: none
net charge: 0

Cell vectors (angstrom)
a 10.938 0 0
b 0 10.938 0
c 0 0 32.6504

Atoms: element, x, y, z (angstrom)
Si -0.346 0.2952 25.206
Si 5.7511 -0.4147 25.1611
Si 2.5139 3.0506 25.2118
Si 8.4336 2.5923 25.2375
Si 0.2825 5.2751 25.1996
Si 5.05 5.8295 25.2273
Si 2.9839 8.2629 24.9453
Si 8.109 8.4071 25.2628
Si 1.3648 1.3869 26.4406
Si 6.7614 1.3947 26.3958
Si 3.9968 4.2354 26.5983
Si 9.6345 4.1264 26.5491
Si 1.3936 7.0022 26.3571
Si 6.8243 6.8325 26.4597
Si 4.1387 9.5501 26.5503
Si 9.553 9.6522 26.6066
Si 2.7288 0.0136 27.8362
Si 8.12 0.0649 27.8836
Si 0.0258 2.7188 27.8904
Si 5.4284 2.7755 27.8278
Si 2.6347 5.5936 27.8938
Si 8.1935 5.4704 27.8494
Si 0.0056 8.2339 27.85
Si 5.4885 8.1727 27.8961
Si 4.1018 1.3673 29.2321
Si 9.5708 1.3673 29.2321
Si 1.3673 4.1018 29.2321
Si 6.8362 4.1018 29.2321
Si 4.1018 6.8362 29.2321
Si 9.5708 6.8362 29.2321
Si 1.3673 9.5708 29.2321
Si 6.8362 9.5708 29.2321
Si 0 0 30.5994
Si 5.469 0 30.5994
Si 2.7345 2.7345 30.5994
Si 8.2035 2.7345 30.5994
Si 0 5.469 30.5994
Si 5.469 5.469 30.5994
Si 2.7345 8.2035 30.5994
Si 8.2035 8.2035 30.5994
Si 1.3673 1.3673 31.9666
Si 6.8362 1.3673 31.9666
Si 4.1018 4.1018 31.9666
Si 9.5708 4.1018 31.9666
Si 1.3673 6.8362 31.9666
Si 6.8362 6.8362 31.9666
Si 4.1018 9.5708 31.9666
Si 9.5708 9.5708 31.9666
Si 2.7345 0 0.6835
Si 8.2035 0 0.6835
Si 0 2.7345 0.6835
Si 5.469 2.7345 0.6835
Si 2.7345 5.469 0.6835
Si 8.2035 5.469 0.6835
Si 0 8.2035 0.6835
Si 5.469 8.2035 0.6835
Si 4.1018 1.3673 2.0507
Si 9.5708 1.3673 2.0507
Si 1.3673 4.1018 2.0507
Si 6.8362 4.1018 2.0507
Si 4.1018 6.8362 2.0507
Si 9.5708 6.8362 2.0507
Si 1.3673 9.5708 2.0507
Si 6.8362 9.5708 2.0507
Si 0 0 3.418
Si 5.469 0 3.418
Si 2.7345 2.7345 3.418
Si 8.2035 2.7345 3.418
Si 0 5.469 3.418
Si 5.469 5.469 3.418
Si 2.7345 8.2035 3.418
Si 8.2035 8.2035 3.418
Si 1.3376 1.2979 4.8207
Si 6.8511 1.3161 4.7177
Si 4.0815 4.1276 4.712
Si 9.6233 4.0816 4.7697
Si 1.3823 6.8626 4.8936
Si 6.9173 6.7843 4.7027
Si 4.1084 9.5181 4.828
Si 9.6231 9.5683 4.8518
Si 2.6701 -0.1135 6.2373
Si 8.2074 0.0419 6.1539
Si -0.0855 2.6548 6.189
Si 5.425 2.6782 5.9429
Si 2.8446 5.4746 6.2049
Si 8.3061 5.493 6.1053
Si -0.0065 8.2008 6.3875
Si 5.5634 8.0718 6.0679
Si 3.8922 1.563 7.3103
Si 9.0193 1.7763 7.5977
Si 1.6494 3.7823 7.2847
Si 6.8343 4.052 7.1534
Si 4.7145 6.3554 7.4662
Si 9.2986 7.001 7.6927
Si 1.3182 9.5809 7.8401
Si 7.1112 9.2825 7.3399
O 1.3814 4.1435 24.6991
O 7.0304 9.5554 24.8044
O 2.782 2.6821 7.7847
O 8.1852 8.1916 7.9722
O 5.7681 5.1268 7.9142
O -2.2192 2.2756 18.7772
O 4.0662 7.0192 24.5729
O 9.514 1.454 24.7112
O 2.1865 8.5061 8.7548
O 0.9445 4.3168 8.6666
O 9.3723 1.1502 9.0935
O 6.4625 10.0067 8.648
O 4.6209 1.0453 8.6814
O 4.4471 7.1726 8.8646
O 7.8794 2.9651 7.927
O 9.6798 6.4015 9.2052
O 3.2292 2.4191 23.8773
O 5.0346 -0.4026 23.6786
O 7.831 3.4113 23.9379
O 10.5907 5.863 23.8072
O 8.7902 7.8218 23.8853
O 0.0715 10.4731 23.8216
O 5.5176 4.8355 24.0165
O 1.1663 10.4672 21.4281
Si 4.1231 6.7489 12.1928
Si 8.4311 -2.3442 14.6126
Si 5.3197 2.85 13.3271
Si 6.7361 -4.0353 18.8888
Si 8.5024 -9.6499 17.5144
Si 1.7884 -3.2311 18.2709
Si 0.9535 9.5691 22.8016
Si 11.7728 3.6049 10.1265
Si 5.3428 10.7899 9.4983
Si 2.6404 4.0638 12.4267
Si 13.3493 -5.4958 16.5218
Si -1.1488 2.9443 19.8197
Si 10.9394 1.2051 15.4993
Si 0.5207 -6.8202 14.5162
Si 6.5085 0.3411 12.2442
Si 0.3787 11.1876 20.1577
Si 14.3486 -6.1047 20.5877
Si 6.7861 -5.7834 11.9289
Si 5.4787 -2.0185 13.8543
Si 6.4862 3.8723 23.1439
Si 9.5179 0.0175 12.8354
Si 10.6988 0.6624 9.925
Si 1.7538 -0.4001 17.478
Si 4.1309 -3.2066 20.5129
Si 9.1876 -4.9559 13.4921
Si 0.9193 -5.8899 18.9973
Si 5.9322 2.4187 16.2415
Si 4.0547 2.2669 22.4792
Si 4.6966 -0.4309 16.3802
Si 9.9225 7.0868 22.973
Si 7.516 -1.4891 17.3777
Si 9.4286 5.5721 10.5995
Si -2.7056 5.2265 21.0619
Si 3.8524 -0.7733 22.6176
Si 4.9658 4.8152 17.7145
Si 14.4618 -2.6865 9.6536
O 1.7372 4.5361 17.6909
O 9.8532 -9.8954 16.683
O 19.0106 0.7232 12.5334
O 6.0475 -1.185 12.5695
O 2.9473 -2.9462 19.3996
O 5.9972 6.0785 17.6833
O 3.7955 -4.6469 21.2708
O 4.4453 7.7564 13.4206
O -1.1851 6.4105 11.9936
O 2.2664 3.9531 10.8472
O 14.6209 -7.4492 21.4564
O 4.8809 1.1825 16.2801
O 5.621 1.2697 13.2182
O 4.2192 4.7677 19.1644
N 2.5485 9.3115 23.5094
O 10.3915 4.2537 10.7146
O 16.6748 3.4015 17.5184
O 8.0666 -0.1607 18.181
O 4.252 -1.8783 21.4663
O 7.4325 1.8063 16.4103
O 5.6664 2.5055 22.7422
O 5.943 -1.1902 17.1062
O -3.2836 -2.8376 18.2636
O 1.3936 0.4318 18.8515
O -0.8584 -0.7756 19.9426
O 7.6169 5.5782 13.2752
O 7.8392 5.1304 10.6704
O 17.1151 -7.2656 12.2125
O 5.748 3.2605 14.8522
O 9.998 -6.193 14.1781
O -1.8139 -1.4583 13.4239
O 3.227 7.5463 11.0866
O 1.5113 -5.7125 15.1937
O 14.6752 3.0114 12.9938
O 11.3294 -8.1531 15.4313
O 9.2641 -3.741 14.5727
O 6.8377 -2.6802 14.4634
O 9.1908 6.3854 21.6997
O -0.5318 0.7546 14.0081
O 0.1448 8.161 22.5301
O 1.7982 4.802 20.3409
O 7.7134 -5.0924 19.6482
O 5.6121 -3.3517 19.8465
O 2.4595 -3.9237 16.9455
O 1.0813 -1.8724 17.7361
O 3.1968 -5.3866 12.77
O 3.6813 0.749 21.9301
O 10.7742 -9.1425 20.4513
O 10.5359 4.1354 18.9999
O 6.1237 0.6055 10.6992
O 5.5485 -4.7617 11.6071
O 12.1597 3.7033 13.1204
O -4.0401 -6.0806 21.9169
O 3.9589 4.9528 16.4247
O 8.9871 -7.1649 20.9661
O -2.4374 -1.603 16.0668
O 3.3572 -0.648 17.2716
O 11.6446 1.9751 10.148
O 12.1832 0.3021 16.0758
O 4.2331 9.6882 9.9604
O 11.4756 -0.4118 8.9581
O 10.3285 0.0055 11.3963
O 4.6353 -1.0804 14.8865
O 0.6503 6.6656 18.8495
H -1.6135 -0.5558 19.3595

Results
free energy: -54224.766 eV
free energy less fixed offsets of H -15.86, N -279.42, O -447.96, Si -113.29 eV per atom: -2.686 eV
gap between the highest filled and lowest empty level on this k mesh: 1.193 eV

The program warned: the cutoff lies below the one the program advises for these potential files; the forces do not sum to zero within the program's tolerance; the potential files have known limits; the exchange-correlation potential is rough where the density is thin.
